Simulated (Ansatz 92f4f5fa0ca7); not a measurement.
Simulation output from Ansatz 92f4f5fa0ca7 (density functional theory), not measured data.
Periodic cell of 153 atoms, Si99O54, from a study of silicon, its oxide and their interface. The atomic structure is a simulated model.

Settings
functional: r2SCAN
potential files: Ansatz norm-conserving
basis: plane waves
wave-function cutoff: 1300 eV
density cutoff ratio: 4
exchange-correlation grid ratio: 1
k mesh: 2 x 2 x 1, shifted by 0.5 0.5 0.5 of a step
self-consistency stop: 5e-08 eV per atom in the density residual
occupations: Fermi-Dirac, 0.05 eV
spin: none
net charge: 0

Cell vectors (angstrom)
a  11.54  0  0
b  0  11.54  0
c  0  0  19.4723

Atoms and the computed forces on them: element, x, y, z (angstrom), force x, y, z (eV/angstrom)
Si  -0.0589  -0.4954  -0.0022  -0.1862  -0.9648  -1.1167
Si  0.0011  4.3916  0.1978  -0.8793  0.3584  -0.1359
Si  0.1541  6.9019  -0.2723  -2.8634  -0.0974  -0.9792
Si  3.753  -0.3327  -0.4152  0.707  2.223  0.6652
Si  3.4188  4.1549  -0.6139  1.6317  1.2122  -1.7041
Si  3.6757  9.097  -1.0742  -1.5844  -2.6379  -1.2473
Si  7.7412  -1.3884  -0.3319  0.6867  0.9982  -0.649
Si  7.7499  4.0823  -0.4819  -1.2769  -1.3169  0.7119
Si  6.6406  8.1851  -1.2617  0.0289  0.5312  -4.3709
Si  1.9531  -0.1702  1.281  -0.1178  1.6935  -1.8872
Si  2.0107  3.876  1.1786  -0.9722  0.6329  1.0075
Si  1.8275  7.6841  1.0918  2.6921  0.7913  0.3623
Si  6.0886  -0.381  0.8873  -2.3658  0.6129  -1.8526
Si  6.1323  4.384  1.2031  -0.9314  -2.1937  -0.0726
Si  6.6737  7.7058  1.408  2.5794  0.1104  1.0088
Si  9.4111  -0.5852  1.1189  1.1085  -0.0475  1.4454
Si  9.3702  3.8523  1.1241  2.0907  0.1493  1.4194
Si  9.2778  7.3247  1.7489  -0.394  2.9911  -2.2717
Si  1.9308  1.9078  2.5081  -1.4742  -0.3972  -0.9422
Si  2.064  5.8478  2.6257  0.9374  -0.1743  -0.6783
Si  2.0786  9.6048  2.5562  -2.4143  -1.8258  0.6793
Si  6.0118  2.1384  2.5778  -1.986  1.4592  -1.4511
Si  6.0007  6.094  2.6584  -0.9763  -1.3268  2.7768
Si  5.7918  9.5094  2.366  -0.1154  0.8532  1.4451
Si  9.3333  1.6467  2.403  0.7398  0.6346  -0.4391
Si  9.6592  5.4965  2.8848  -0.6908  -1.1094  -0.382
Si  9.6281  9.4307  2.8758  0.0221  -0.2441  -0.2149
Si  -0.1546  1.9946  3.8236  0.2158  -1.1838  -1.7239
Si  0.1144  5.9569  3.8757  0.0261  -1.459  1.225
Si  0.0999  9.526  4.115  0.0544  0.4417  -0.116
Si  3.6894  1.9144  3.8615  2.8115  0.4266  0.831
Si  3.9658  5.8971  4.1568  0.5528  -0.8372  -3.9005
Si  3.9256  9.4606  3.7695  0.5201  -0.5738  0.7761
Si  7.6528  1.9815  4.0472  0.6997  0.9952  0.4852
Si  7.804  6.0092  4.156  -0.8188  -1.762  -0.2391
Si  7.5569  9.9361  3.9266  0.837  -2.6871  -0.2147
Si  0.02  0.1269  5.2228  1.3296  -0.796  0.3006
Si  -0.1173  3.8119  5.1422  -0.1193  1.9718  1.5858
Si  -0.0656  7.5872  5.5709  0.9158  1.1158  -0.0883
Si  4.0564  -0.1911  5.0894  -1.4699  1.2847  0.5127
Si  3.644  4.084  5.3368  1.7465  -2.7994  -2.2405
Si  3.6121  7.6491  5.3046  0.478  2.9621  1.4224
Si  7.7636  0.1078  5.3223  -0.3996  0.4448  2.1491
Si  7.3798  4.0151  5.372  0.19  -0.4639  0.5226
Si  7.7003  7.884  5.3547  -1.5073  1.7551  0.1156
Si  2.1025  0.0871  6.5582  0.103  -0.5189  -0.5242
Si  1.8975  4.1086  6.5297  -2.6322  -1.2672  0.3152
Si  1.9811  7.7967  6.9917  -1.0364  -1.2231  -1.1445
Si  5.6916  -0.0669  6.7237  1.498  -0.2462  -0.911
Si  5.3049  3.8633  6.8024  2.2847  0.4743  -0.1964
Si  5.565  7.8758  6.561  1.022  -0.5854  1.6149
Si  9.8086  0.0874  6.6827  -1.6203  1.1136  0.337
Si  9.378  3.8924  6.6752  0.5836  0.2935  -0.7351
Si  9.4608  7.7272  6.7715  0.2332  -0.0453  0.9259
Si  2.1895  2.1466  7.7671  -0.4838  -0.8023  2.0538
Si  1.9115  5.6986  8.1079  -2.4031  0.2676  -0.2012
Si  2.006  9.7376  8.1595  -2.6034  1.6528  -0.6222
Si  5.667  1.8529  7.8825  -0.5991  0.5361  1.9235
Si  5.4755  5.8656  8.0724  -1.5867  0.4481  -1.6155
Si  5.8161  9.7213  8.2903  -2.3064  -0.8718  -1.88
Si  9.5234  2.1081  8.1402  -1.8013  -0.9607  0.2235
Si  9.3257  5.7272  8.1302  2.9048  1.0285  -1.4113
Si  9.5365  9.7779  8.0015  -0.5607  -0.7706  1.2379
Si  -0.3728  2.1857  9.7058  -0.3575  -2.8816  -1.0217
Si  -0.096  5.7925  9.5189  -1.4838  -0.7221  -2.2082
Si  -0.1706  9.9446  9.4403  1.4108  -1.1058  1.7635
Si  4.003  1.8259  9.717  -0.7393  1.6972  -1.6649
Si  3.5882  5.649  9.4918  3.0585  0.5352  2.8108
Si  3.7247  9.9638  9.4973  2.243  -1.245  2.7305
Si  7.3954  1.897  9.4909  0.2237  0.4148  -2.3578
Si  7.3772  5.6039  9.1137  -0.1369  0.0883  2.5107
Si  7.4845  9.6357  9.7213  2.6999  -0.9313  -0.2025
Si  -0.1462  0.2879  11.0191  -0.9022  -0.4628  -0.7577
Si  -1.2935  4.4193  11.1453  2.6119  -1.1178  0.677
Si  1.0331  7.3838  10.6798  -1.8323  1.7443  1.935
Si  4.1202  0.1035  11.2232  -2.7233  0.0949  -0.3239
Si  4.339  3.8225  11.1324  -0.2905  0.3932  0.3328
Si  3.4722  7.771  10.9252  -1.7153  -0.3181  -4.2576
Si  7.0248  0.0902  10.789  0.6176  0.2837  2.5196
Si  7.1926  3.8367  10.7281  0.3733  0.196  0.7641
Si  7.7845  7.3225  10.6535  -0.9637  -0.4673  1.2148
Si  2.3996  0.5526  12.9414  -0.5187  0.6692  1.3185
Si  0.0854  5.3431  12.9428  -0.5273  0.6271  -0.7083
Si  8.0426  3.9089  14.7546  2.9523  0.1351  -1.7522
Si  9.0302  -5.2823  13.154  3.0842  -1.1174  -0.4824
Si  7.4843  -0.5249  13.5152  -0.1386  0.6325  -0.4405
Si  10.3138  -0.4716  13.6842  6.0722  2.8244  -1.7069
Si  6.7928  7.9511  13.4405  -2.7034  0.292  -2.7244
Si  3.8385  5.1663  16.0028  1.4254  -1.3595  -1.6528
Si  6.7891  5.3273  17.1518  2.8279  2.5002  -1.8397
Si  2.5303  3.5025  13.8794  0.8995  1.6806  -3.1803
Si  10.3797  2.0373  15.6439  -1.8892  -1.7349  -3.2382
Si  11.7754  13.6116  17.4464  0.6052  -0.8013  1.2745
Si  3.4041  1.534  17.1098  0.9767  1.1883  0.4971
Si  0.7951  8.9454  17.3173  0.3414  -0.1486  -1.3067
Si  3.7001  -3.9942  13.9741  1.9655  2.5846  1.1988
Si  6.1385  1.5355  15.4477  -1.204  -2.0883  0.3171
Si  1.3066  9.6914  14.4295  0.713  -0.8165  0.5063
Si  8.0049  12.7178  17.5888  0.2675  0.0934  -1.1563
O  -0.0098  0.6711  -1.1118  -0.0946  2.7679  -1.3193
O  0.4316  7.3856  -1.8763  -0.6671  -0.9871  1.3062
O  1.7544  1.8761  -2.584  1.8798  -0.2346  -0.0905
O  -1.4182  7.4851  0.247  1.077  -0.9994  0.557
O  3.2741  7.9416  0.1213  -0.4765  0.6978  -0.3362
O  3.8711  2.8764  -1.4677  -0.2793  -1.7646  -0.4297
O  5.1061  -2.8702  -1.8451  0.6344  -0.5152  1.4056
O  3.2007  5.2566  -2.0279  -0.6076  -0.6339  3.0139
O  4.7439  4.5025  0.2786  -0.4329  0.5578  -0.446
O  5.3345  -3.6682  -5.2483  1.7471  0.3075  -0.2571
O  2.3925  9.0263  -2.2059  2.8743  0.1822  2.2462
O  -0.1091  3.4095  -1.1235  0.6391  -1.1524  -1.4724
O  8.5049  -0.2402  -1.3388  -0.5184  -0.9214  0.7579
O  2.1698  10.9702  -5.3473  1.9789  2.493  -0.8783
O  7.7736  2.3859  -0.7991  0.3193  0.4371  -1.2739
O  6.5593  7.1518  -0.0967  -1.5947  -1.1078  1.2678
O  6.6425  12.3174  -2.6615  0.0605  1.6384  0.3411
O  5.6233  0.2418  11.7322  1.0254  -0.8223  -1.0045
O  -1.298  0.0782  12.1513  0.8579  -0.1039  -0.5955
O  0.6315  6.6986  12.1605  1.2369  -0.6586  0.4913
O  -0.0875  3.1853  10.8676  -0.7008  2.2034  1.5798
O  -0.0861  8.6835  10.6217  0.978  0.2149  -1.1318
O  1.2489  12.0821  11.8033  0.6561  -0.0586  0.1388
O  0.6311  2.1055  8.4473  2.1528  0.1612  -0.7377
O  7.0719  -2.0398  13.0633  -0.5624  0.9843  0.8567
O  5.8954  4.04  11.8673  0.5302  -0.5962  -2.7928
O  3.3802  3.8544  12.4551  -0.203  -0.388  0.6133
O  6.5513  7.2447  11.8312  1.5317  0.9818  1.414
O  3.4025  3.7822  15.1676  0.1396  2.4391  1.4275
O  8.9385  -0.7231  14.2397  -4.2697  -1.678  1.8271
O  7.933  0.268  12.1617  -1.1002  -0.2975  -0.2752
O  8.7998  3.5506  11.2545  0.3796  1.6246  -0.3049
O  8.2359  7.3875  13.8797  -1.3063  1.9085  1.5422
O  9.2039  6.6377  11.4539  -1.6126  0.2818  1.8521
O  3.7752  7.3861  12.4235  -0.4613  -0.6626  -0.1939
O  7.3861  -4.4606  17.1657  -2.3761  -1.1878  0.0972
O  2.1954  1.9831  13.8859  0.0145  -3.3912  -1.6147
O  4.5587  1.6849  15.8094  -1.6618  -0.7296  1.0554
O  1.2478  4.4791  13.7035  -1.0316  0.5048  0.154
O  7.9452  4.8007  16.0922  0.4056  -0.5253  -0.3103
O  6.4198  -11.1565  14.3589  0.6088  -1.9014  -1.0183
O  6.8729  2.7741  14.7358  0.4421  1.4072  0.3271
O  3.5493  6.3709  14.955  -0.641  -3.3181  2.2897
O  12.1011  -1.9477  15.8392  -1.0886  -0.6255  0.7914
O  9.6239  3.1704  14.6309  -1.0626  0.5504  1.1855
O  0.0714  -1.4825  13.4363  -1.4131  -1.6318  0.5101
O  10.5319  6.0378  13.932  -2.0312  0.5318  -0.4235
O  2.5716  8.5711  14.4838  -1.6029  0.5558  -1.271
O  6.4378  1.1532  20.7521  -0.4273  0.0903  0.8293
O  5.5049  4.9638  16.2118  -1.374  0.9394  0.9591
O  8.1117  4.9666  13.372  -0.792  -2.5332  2.129
O  10.8937  0.7753  14.6213  -0.1122  1.0631  0.9548
O  11.4641  9.6728  18.4382  0.4125  1.6689  1.5872
O  9.0305  12.9942  16.3552  -0.3831  0.5955  1.3664

Results
free energy: -36704.624 eV
free energy less fixed offsets of O -463.61, Si -117.95 eV per atom: 7.366 eV
pressure: -1.05 GPa
stress xx, yy, zz, yz, xz, xy (GPa, positive in tension): 1.7, 0.13, 1.32, -0.38, -2.04, -0.57
